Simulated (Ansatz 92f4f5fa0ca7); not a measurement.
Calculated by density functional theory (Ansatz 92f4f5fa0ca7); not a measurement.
Periodic cell of 192 atoms, Si128O64, from a study of silicon, its oxide and their interface. The atomic structure is a simulated model.
This geometry differs little from another in the collection (a relaxation step or a small displacement).

Settings: functional r2SCAN; potential files Ansatz PAW; basis plane waves; wave-function cutoff 800 eV; density cutoff ratio 5; exchange-correlation grid ratio 1; k mesh 1 x 1 x 1, shifted by 0.5 0.5 0 of a step; self-consistency stop 1e-10 eV per atom in the density residual; occupations fixed; spin none; net charge 0.

Cell vectors (angstrom)
a 10.88 0 0
b 0 10.88 0
c 1.291 -1.5723 29.6485

Atoms: element, x, y, z (angstrom)
Si 1.1202 -1.0499 0.1059
Si 3.7752 1.5804 0.1491
Si 1.5914 3.7629 0.1559
Si 4.3852 -4.3116 0.1288
Si -3.8574 -1.67 0.0182
Si -1.0607 1.1634 0.0473
Si 6.5813 4.3841 0.1097
Si -1.655 -3.8864 -0.0035
Si 2.6589 0.0382 1.4898
Si 5.4207 2.7488 1.3503
Si 2.7508 -5.4691 1.363
Si 5.5007 -2.7486 1.4457
Si -2.7024 -0.0239 1.2725
Si 0.0335 2.6592 1.4813
Si 8.1377 5.4933 1.4388
Si -0.0452 -2.714 1.293
Si 1.3458 1.3495 2.8995
Si 4.0871 4.0781 2.7824
Si 1.3485 -4.0755 2.6506
Si 4.0839 -1.3639 2.719
Si 6.8067 1.3476 2.6437
Si 9.5193 4.0835 2.717
Si 6.8182 6.8104 2.8567
Si -1.3749 -1.3648 2.7224
Si -0.0352 -0.0386 4.1457
Si 2.7355 2.734 4.1606
Si 0.0094 -5.4292 4.0562
Si 2.708 -2.7332 4.0504
Si 5.4519 0.0099 4.0537
Si 8.1494 2.7062 4.045
Si 5.4373 5.431 4.1441
Si 8.1809 -2.6939 4.1441
Si 1.3373 -1.3744 10.8696
Si 4.0703 1.3657 10.8603
Si 1.3845 4.0801 10.8488
Si 4.0903 -4.0797 10.8927
Si 6.8037 -1.3664 10.8702
Si -1.3649 1.3438 10.8732
Si 6.7921 4.0883 10.8719
Si -1.3471 -4.05 10.8496
Si 2.7059 -0.0133 12.1868
Si 5.4266 2.7209 12.2278
Si 2.7196 5.4363 12.2403
Si 5.4481 -2.7057 12.2459
Si -2.719 -0.0257 12.246
Si 0.0316 2.7079 12.1756
Si 8.1684 5.4812 12.1744
Si -0.0129 -2.7151 12.2694
Si 1.3518 1.3216 13.5403
Si 4.0679 4.0712 13.5982
Si 1.368 -4.0812 13.6114
Si 4.0555 -1.332 13.5726
Si -4.098 1.3412 13.5681
Si -1.3151 4.1202 13.4555
Si 6.8426 -4.0574 13.5756
Si -1.3751 -1.3641 13.6566
Si -0.007 0.0132 14.9781
Si 2.7112 2.6605 14.9062
Si 0.0018 -5.4594 14.9262
Si 2.7151 -2.7103 14.964
Si 5.4017 0.0357 14.9656
Si -2.6784 2.7556 14.7547
Si 5.4606 5.4438 14.8936
Si -2.7255 -2.7058 15.0479
Si 1.584 -1.1247 16.2883
Si 3.8129 1.1421 16.3339
Si 1.1236 3.7717 16.1754
Si 4.3548 -3.8504 16.2013
Si 6.4812 -1.5611 16.2769
Si -1.1918 1.6674 16.1648
Si -3.8029 4.2648 16.1026
Si -1.593 -4.3755 16.2689
Si -0.0757 -1.4149 18.8858
Si 3.7442 -1.1517 -6.7872
Si 4.4687 -3.9056 -6.9298
Si 5.7985 4.4779 -6.6325
Si 7.9232 2.528 -1.9513
Si 2.7033 -3.1712 -4.9138
Si 7.5388 2.9349 -5.0055
Si 0.268 -5.2806 -1.9613
Si 0.5736 1.4758 19.9723
Si 5.131 0.944 -4.8549
Si -1.2706 4.1044 -6.974
Si -0.1052 -4.1946 19.0539
Si 6.8217 3.5749 19.0911
Si 3.1597 3.0718 -5.7539
Si 4.4237 -0.2507 21.4545
Si -1.1287 3.9295 20.2726
Si 7.0928 1.0609 20.6737
Si 2.5639 -5.3307 18.2905
Si 4.2915 4.2871 20.4064
Si 3.4673 1.5564 19.3005
Si 5.6666 0.2779 -1.9224
Si 2.4806 -2.9713 -1.8886
Si -2.5839 -0.1483 18.2575
Si 0.8895 5.1481 -4.9259
Si 1.3637 -1.3908 5.4525
Si 4.1043 1.3488 5.4604
Si 1.3523 -6.775 5.4585
Si 4.0608 -4.0718 5.4487
Si 6.7916 -1.3351 5.4551
Si 9.4924 1.3652 5.4481
Si 6.8116 4.0535 5.4487
Si -1.3365 -4.0849 5.4536
Si 2.7256 -0.0162 6.8008
Si 5.4565 2.7095 6.8151
Si 2.7146 -5.428 6.8122
Si 5.4281 -2.7096 6.8013
Si 8.1435 0.0188 6.8145
Si -0.0123 2.7257 6.7976
Si -2.7096 -5.453 6.7978
Si 0.0151 -2.7377 6.8201
Si 1.3565 1.3563 8.1428
Si 4.0881 4.0842 8.1429
Si 1.3697 -4.0848 8.1791
Si 4.0756 -1.3644 8.178
Si 6.7985 1.3619 8.1845
Si -1.3601 4.0772 8.1727
Si 6.8 -4.0827 8.1422
Si 9.5174 -1.3557 8.1376
Si -0.0079 -0.0072 9.5025
Si 2.7293 2.7218 9.4855
Si 0.0067 -5.4387 9.5185
Si 2.7191 -2.7296 9.5362
Si 5.4396 0 9.5264
Si 8.1575 2.7194 9.5313
Si 5.437 5.4444 9.5094
Si 8.1602 -2.7108 9.4919
O 1.9142 -1.639 -1.1937
O 7.3925 3.8529 -1.2073
O 2.7444 -0.0452 16.6435
O 6.5515 1.6541 -5.2511
O 3.0122 -0.2707 -7.9365
O -2.0715 1.1619 17.45
O 8.1268 5.4102 16.5686
O 0.7631 4.3176 -1.1305
O 5.2899 0.1252 -3.4794
O 2.6928 2.6825 -0.4123
O 4.0851 -3.9105 -5.3541
O 5.4131 -2.7171 16.7443
O 1.3773 -4.1298 -1.8387
O -0.4466 5.3729 19.9324
O 0.1184 -0.0585 19.7306
O 6.6827 3.5244 17.4888
O 2.0304 3.9783 -5.0291
O 3.7176 0.1398 20.0516
O 0.0375 0.0507 -0.4658
O 4.1896 1.6814 17.8425
O -2.112 3.0593 -6.0587
O -1.1007 -4.6731 -1.3418
O 6.6433 4.2753 -5.2728
O 3.1881 -4.519 -7.731
O 6.2427 -1.1015 -1.3125
O 3.7756 -4.6367 17.4973
O -0.0539 2.7388 16.6754
O 1.9485 4.2935 17.4815
O 6.475 2.076 19.5844
O 0.8248 1.6655 21.558
O -0.4749 2.6357 19.5267
O 2.5869 -1.8665 -5.8876
O 2.8133 -2.6223 -3.4186
O 5.4679 -5.4141 -0.43
O 8.1487 0.1736 19.8366
O 1.0588 -1.6116 17.7485
O 5.6814 4.5815 19.6305
O -0.2101 4.9114 -6.0784
O 3.8152 -3.5116 -1.1752
O 4.3489 0.7636 -1.1405
O 1.4005 -4.2699 18.5029
O -1.4702 -1.2885 18.0749
O 8.1219 -2.7752 -0.5153
O -2.2002 5.197 -7.7843
O 1.8827 1.7108 19.0676
O 4.6663 -2.3591 -7.3987
O 3.0783 5.0868 19.7325
O 5.9964 0.0954 21.3153
O 8.142 2.875 -3.5153
O 6.9366 -0.7533 17.6292
O 5.7685 -4.8527 -7.1269
O 4.706 -0.1474 -5.9642
O 1.5063 -4.2402 -5.0962
O -0.1675 -2.7509 19.8117
O 0.1252 5.1186 -3.4985
O -2.6366 4.0408 19.6955
O 3.9607 2.0815 -4.7356
O -1.5964 1.9642 -1.2865
O 6.8025 1.3979 -1.7734
O 4.2588 4.0534 -6.4208
O 6.4495 3.5173 -7.7856
O 2.5181 2.1608 -6.9438
O 3.9424 2.7138 20.3277
O -1.0593 -4.0482 17.7605

Results
free energy: -118377.640 eV
free energy less fixed offsets of O -570.45, Si -639.56 eV per atom: -5.160 eV

Forces (eV/angstrom), in the order of the atoms: element, x, y, z
Si 0.0171 -0.0114 -0.0686
Si 0.0119 -0.0155 -0.0729
Si -0.0158 0.0118 -0.0717
Si -0.0114 0.0153 -0.0711
Si -0.0165 0.012 -0.0712
Si -0.0109 0.0176 -0.0729
Si 0.0164 -0.011 -0.0711
Si 0.0118 -0.017 -0.0727
Si -0.0009 0.0009 0.0049
Si -0.0018 0.0019 0.0036
Si 0.0023 -0.0014 0.0042
Si 0.0013 -0.0007 0.0037
Si 0.0025 -0.0016 0.0039
Si 0.0005 -0.0015 0.0046
Si -0.0005 0.0014 0.0036
Si -0.0022 0.0019 0.0057
Si -0.0001 -0.0002 -0.0001
Si 0.0007 0 0.0001
Si 0.0001 0.0011 -0.0029
Si -0.0001 -0.0003 -0.0012
Si 0.0005 0.0001 -0.0027
Si -0.0001 0.0003 -0.0012
Si 0 -0.0002 -0.0007
Si 0.0009 0.0002 -0.0004
Si -0.0003 -0.0006 -0.0003
Si 0.0006 0.0006 0.0006
Si 0.0003 0.0003 0.0002
Si -0.0001 -0.0002 -0.0002
Si 0.0004 0.0004 0.0001
Si -0.0001 -0.0002 -0.0001
Si -0.0004 -0.0005 -0.0003
Si 0.0009 0.0007 -0.0004
Si 0.0004 0.0001 0.0005
Si 0 0.0001 0.0003
Si 0 -0.0001 0
Si 0.0006 0.0001 0.0002
Si 0.0003 -0.0004 0.0005
Si 0.0006 0.0001 0.0006
Si 0.0003 0.0003 0.0002
Si 0.0001 0 0.0001
Si 0.0004 -0.0009 -0.0002
Si 0.0001 -0.0004 0.0002
Si -0.0003 -0.0004 0
Si 0 0 0.0006
Si 0.0002 0.0001 0.0005
Si 0.0001 0.0003 0.0001
Si 0.0003 0.0003 0
Si 0.0004 -0.0004 0.0009
Si 0.0011 0 -0.0001
Si 0.0016 0.0006 -0.0017
Si 0.0008 0.0007 -0.002
Si -0.001 0.0003 -0.0009
Si 0.0001 0.0003 -0.0013
Si -0.0001 -0.0005 0
Si 0.0007 -0.0006 -0.0004
Si -0.0005 -0.0006 -0.0003
Si -0.0004 -0.0013 0.0047
Si -0.0003 0.0015 0.003
Si 0.0026 0.0017 0.0062
Si -0.0011 -0.0026 0.0051
Si 0.003 0.0002 0.0033
Si -0.0009 -0.0006 0.0043
Si -0.0025 -0.001 0.0037
Si 0.0009 0.0024 0.0035
Si 0.0089 0.0052 -0.0832
Si -0.0051 -0.0148 -0.1018
Si -0.0123 -0.0025 -0.0727
Si 0.0107 0.0161 -0.0693
Si -0.0083 -0.016 -0.07
Si 0.0149 0.0048 -0.0743
Si 0.0088 0.0205 -0.088
Si -0.0098 -0.0036 -0.0836
Si 0.0104 -0.0277 -0.1445
Si -0.0062 0.0056 -0.1746
Si -0.0137 -0.032 -0.1782
Si 0.0082 -0.0009 -0.1796
Si -0.0149 -0.0032 -0.2017
Si 0.0332 -0.0183 -0.2213
Si -0.0143 0.0464 -0.2349
Si 0.0218 0.0002 -0.2007
Si -0.0051 -0.0372 -0.1731
Si -0.0328 0.0306 -0.2127
Si -0.0114 0.0053 -0.2347
Si -0.0048 0.0292 -0.1494
Si 0.0016 0.0043 -0.1861
Si 0.0059 -0.0063 -0.1847
Si 0.0047 0.0315 -0.1925
Si 0.0002 0.0399 -0.1747
Si 0.0276 -0.0174 -0.2035
Si -0.0025 0.0062 -0.1615
Si -0.0314 -0.0077 -0.191
Si 0.0055 0.0212 -0.1864
Si 0.0027 0.0214 -0.1958
Si -0.009 -0.0121 -0.1995
Si -0.0076 -0.0084 -0.1647
Si 0.0169 -0.0304 -0.2216
Si 0.0005 0.0001 -0.0002
Si 0.0001 -0.0004 0.0004
Si -0.0001 -0.0002 0.0003
Si 0.0005 0.0005 -0.0003
Si 0.0001 -0.0004 0.0001
Si 0.0005 0.0002 -0.0003
Si 0.0009 0.0002 -0.0003
Si -0.0002 -0.0002 0
Si 0.0002 -0.0001 -0.0003
Si 0 -0.0002 -0.0004
Si 0.0002 -0.0001 -0.0004
Si 0.0003 -0.0001 -0.0004
Si 0.0002 -0.0001 -0.0003
Si 0.0003 -0.0001 -0.0003
Si 0.0002 0 -0.0003
Si 0.0001 -0.0002 -0.0003
Si 0.0002 0.0001 0.0008
Si 0 -0.0001 0.0004
Si 0.0002 0 0.0002
Si 0.0003 0 0.0005
Si 0.0003 -0.0001 0.0001
Si 0.0002 0.0001 0.0003
Si 0.0002 0.0003 0.0007
Si 0 -0.0001 0.0005
Si 0.0002 0.0001 0.0002
Si 0.0002 0.0003 0.0003
Si 0.0004 0.0002 0.0003
Si 0 0.0001 0.0004
Si 0.0002 0.0003 0.0003
Si 0.0001 0 0.0003
Si 0.0001 0 0.0001
Si 0.0004 0 0.0003
O -0.0295 0.0371 0.0876
O -0.0262 0.0381 0.093
O 0.0031 0.0073 0.0439
O 0.0004 -0.0156 0.0738
O 0.0194 -0.0394 0.0843
O -0.0271 -0.0273 0.0872
O -0.0024 -0.0053 0.0405
O 0.0248 -0.0365 0.0955
O 0.0231 -0.0291 0.164
O 0.0005 -0.0006 0.0388
O -0.0359 0.0176 0.1067
O -0.0004 0.0004 0.0329
O -0.0009 0.0042 0.0671
O -0.0164 -0.055 0.0751
O 0.0108 0.0543 0.0691
O -0.0041 -0.0185 0.1323
O -0.0293 0.028 0.0738
O 0.0247 -0.0405 0.1062
O -0.0002 -0.0012 0.0346
O -0.0114 0.011 0.1394
O -0.0424 -0.033 0.1147
O -0.0358 0.0306 0.087
O 0.0295 -0.0274 0.0993
O 0.0379 0.0394 0.1282
O 0.0298 -0.0369 0.0851
O -0.0313 -0.0333 0.0856
O -0.0001 -0.0008 0.0439
O 0.0278 0.0281 0.0858
O 0.001 -0.0275 0.0815
O -0.0115 0.0314 0.1357
O -0.0002 0.0069 0.07
O -0.0248 -0.0324 0.0929
O -0.0101 0.0103 0.1738
O 0.0003 -0.0001 0.0363
O -0.0316 0.0325 0.1157
O -0.0335 -0.0043 0.1009
O -0.0255 0.0087 0.0814
O 0.056 0.0299 0.121
O 0.038 -0.0267 0.091
O -0.0372 0.0251 0.0929
O -0.0139 -0.0014 0.0515
O 0.0132 0.0027 0.0548
O 0.0007 0.0007 0.0348
O 0.0229 -0.0355 0.1252
O -0.0126 0 0.0669
O -0.0082 0.0144 0.0663
O 0.0432 -0.0264 0.1035
O -0.0317 -0.0197 0.0812
O 0.0181 -0.0195 0.1808
O 0.0289 0.0316 0.0852
O -0.0023 -0.0015 0.0623
O 0.0365 0.0374 0.1028
O -0.0078 0.0078 0.0719
O -0.001 -0.0011 0.0584
O -0.0269 0.0197 0.1688
O 0.0247 -0.0031 0.066
O 0.0286 -0.0323 0.083
O 0.0363 -0.029 0.0875
O 0.0023 -0.0037 0.0692
O -0.0248 -0.0165 0.0717
O -0.0034 0.0408 0.1257
O 0.0012 0.0368 0.1184
O 0.0123 0.0156 0.0702
O 0.0342 0.0012 0.1104

The program warned: the cutoff lies below the one the program advises for these potential files; the forces do not sum to zero within the program's tolerance; empty levels may hold ghost states of the PAW files; the exchange-correlation potential is rough where the density is thin.
